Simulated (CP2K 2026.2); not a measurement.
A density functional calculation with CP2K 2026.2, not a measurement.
Periodic cell of 513 atoms, Si351O162, from a study of silicon, its oxide and their interface. The atomic structure is a simulated model.
Doubt: the forces sum to 1.38 eV/angstrom along one axis rather than to zero, so they err by at least 0.0027 eV/angstrom per atom on average; the grid cutoff is modest.

Settings
functional: PBE
method: Gaussian and plane waves
basis set: DZVP-MOLOPT-SR-GTH
pseudopotentials: GTH-PBE
grid cutoff: 350 Ry, relative cutoff 50 Ry
k points: Gamma only
occupations: fixed
spin: none
net charge: 0

Cell vectors (angstrom)
a	16.407	0	0
b	0	16.407	0
c	0.1159	0.0431	34.2966

Atoms and the computed forces on them: element, x, y, z (angstrom), force x, y, z (eV/angstrom)
Si	16.054	0.091	0.246	0.029	0.07	-0.119
Si	2.647	2.807	0.536	-0.014	0.127	-0.748
Si	0.282	4.768	0.237	0.293	-0.037	0.108
Si	2.657	8.33	34.207	-0.04	0.149	0.089
Si	15.842	11.518	0.126	-0.144	0.4	0.119
Si	3.099	13.556	0.102	0.032	-0.018	0.363
Si	4.941	0.704	34.131	0.098	-0.166	-0.156
Si	7.898	3.14	34.064	0.094	-0.074	-0.196
Si	5.614	5.438	0.077	-0.095	-0.03	0.048
Si	8.735	8.129	34.184	0.014	0.095	0.182
Si	5.478	11.362	34.275	0.058	0.148	0.059
Si	8.602	13.454	0.31	0.01	0.173	-0.237
Si	11.495	15.771	0.087	0.021	-0.087	-0.364
Si	13.945	2.317	0.115	-0.02	0.007	0.08
Si	10.863	5.746	34.086	-0.052	0.177	0.102
Si	14.411	8.153	33.892	-0.405	0.271	0.502
Si	10.862	11.189	0.325	0.203	-0.039	-0.192
Si	13.682	13.674	0.677	-0.022	-0.075	-0.417
Si	1.316	1.249	1.59	-0.389	-0.151	-0.215
Si	4.107	4.27	1.556	0.274	0.072	-0.163
Si	1.286	6.784	1.301	0.022	-0.201	-0.241
Si	4.155	9.572	1.191	-0.104	0.218	-0.091
Si	1.359	12.412	1.344	0.008	-0.073	-0.313
Si	4.177	15.195	1.381	0.006	0.006	-0.34
Si	6.738	1.463	1.152	-0.093	0.003	-0.17
Si	9.546	4.127	1.133	-0.057	-0.003	-0.055
Si	6.934	6.97	1.275	0.21	-0.101	-0.205
Si	9.69	9.508	1.462	-0.093	0.09	-0.271
Si	6.898	12.327	1.475	-0.023	-0.064	-0.147
Si	9.712	15.072	1.522	0.026	-0.086	-0.261
Si	12.35	1.185	1.408	0.124	-0.078	-0.27
Si	15.061	3.838	1.591	0.014	-0.117	-0.247
Si	12.523	6.825	1.04	0.069	-0.041	-0.266
Si	15.045	9.608	1.327	0.234	0.084	-0.163
Si	12.317	12.238	1.814	-0.128	0.045	-0.279
Si	15.032	15.125	1.835	0.082	0.04	-0.303
Si	0.021	2.613	2.993	-0.1	-0.102	0.223
Si	2.769	16.361	2.86	0.021	-0.1	0.19
Si	16.405	8.208	2.696	-0.021	0.051	0.085
Si	2.709	5.604	2.82	-0.057	0.088	0.121
Si	0.11	13.707	2.912	0.228	-0.096	0.103
Si	2.748	10.924	2.66	-0.124	0.037	-0.153
Si	5.521	2.785	2.743	0.015	0.082	0.153
Si	8.193	0.105	2.638	-0.095	0.038	-0.118
Si	5.529	8.281	2.658	-0.061	-0.01	-0.041
Si	8.264	5.502	2.649	-0.041	-0.049	-0.037
Si	5.568	13.797	2.764	-0.023	0.061	0.023
Si	8.232	10.873	2.791	0.012	-0.002	0.106
Si	10.912	2.706	2.58	-0.034	0.113	-0.115
Si	13.607	0.039	3.044	-0.043	0.065	0.176
Si	11.14	8.131	2.679	0.233	0.015	-0.066
Si	13.676	5.434	2.636	0.03	0.056	0.081
Si	10.93	13.69	2.99	-0.116	-0.109	0.358
Si	13.728	10.806	2.91	-0.015	-0.14	0.216
Si	1.412	4.124	4.181	-0.068	0.041	-0.018
Si	4.147	1.405	4.14	0.057	0.003	-0.092
Si	1.397	9.562	4.089	0.122	-0.027	-0.056
Si	4.171	6.929	4.098	-0.134	-0.021	0.04
Si	1.455	15.034	4.292	-0.05	-0.044	-0.047
Si	4.136	12.335	4.056	-0.029	0.038	-0.129
Si	6.906	4.154	4.098	-0.018	-0.044	-0.125
Si	9.561	1.426	4.056	-0.018	0.021	-0.017
Si	6.847	9.555	4.142	0.053	0.058	0.032
Si	9.671	6.82	4.049	-0.02	-0.109	-0.106
Si	6.931	15.128	4.127	-0.087	-0.112	-0.004
Si	9.545	12.253	4.225	0.049	0.124	-0.099
Si	12.278	4.081	4.018	0.072	0	-0.048
Si	15.026	1.354	4.363	0.035	0.032	-0.014
Si	12.334	9.476	4.223	0.103	0	-0.046
Si	15.039	6.807	4.067	-0.063	0.093	-0.067
Si	12.293	15.026	4.349	-0.058	0.04	-0.096
Si	15.103	12.274	4.193	0.121	-0.083	-0.102
Si	0.045	16.386	5.619	-0.047	-0.05	0.064
Si	2.79	2.762	5.529	0.025	-0.007	-0.007
Si	16.413	5.486	5.498	0.009	-0.022	-0.031
Si	2.777	8.235	5.491	0.023	0.07	-0.043
Si	0.063	10.908	5.53	-0.005	0.013	-0.011
Si	2.824	13.632	5.562	-0.036	0.008	-0.029
Si	5.521	0.034	5.506	0.007	0.019	-0.025
Si	8.24	2.773	5.486	0.002	0.059	-0.04
Si	5.512	5.508	5.459	0.021	-0.024	-0.045
Si	8.263	8.172	5.453	0	0.053	-0.076
Si	5.48	10.96	5.474	0.052	0.012	-0.056
Si	8.211	13.695	5.532	0.003	-0.031	0.012
Si	10.887	0.062	5.539	0	-0.068	0.013
Si	13.623	2.799	5.541	0.082	-0.017	0.007
Si	10.972	5.44	5.466	-0.044	0.019	-0.067
Si	13.725	8.136	5.54	-0.037	-0.036	-0.021
Si	10.958	10.892	5.543	-0.034	-0.005	-0.003
Si	13.725	13.629	5.581	-0.031	0.017	0.052
Si	1.425	1.389	6.909	-0.035	0.028	0.004
Si	4.164	4.141	6.864	-0.032	-0.025	0.01
Si	1.4	6.854	6.852	0.009	-0.027	-0.018
Si	4.133	9.594	6.867	-0.076	0.022	0.018
Si	1.421	12.28	6.907	0.021	-0.021	-0.009
Si	4.174	15.048	6.888	0.028	-0.035	-0.014
Si	6.881	1.402	6.87	-0.028	-0.017	-0.003
Si	9.605	4.113	6.868	0.004	-0.029	0.008
Si	6.886	6.839	6.847	0.019	-0.052	0.028
Si	9.581	9.532	6.883	0.021	0.045	0.01
Si	6.84	12.31	6.874	-0.037	0.084	-0.016
Si	9.571	15.059	6.905	0	-0.008	-0.009
Si	12.286	1.403	6.902	-0.041	0.036	-0.012
Si	15.046	4.133	6.885	-0.051	0.047	-0.011
Si	12.326	6.791	6.877	0.074	-0.001	0
Si	15.084	9.54	6.885	0.014	0.011	-0.011
Si	12.327	12.267	6.909	0.041	-0.003	0.002
Si	15.074	15.015	6.946	0.08	-0.055	0.022
Si	16.43	2.756	8.239	0.012	-0.019	0.002
Si	2.793	16.413	8.252	-0.014	0.001	-0.001
Si	0.045	8.195	8.256	-0.005	0.026	-0.005
Si	2.769	5.486	8.224	-0.013	-0.015	-0.002
Si	0.052	13.65	8.279	-0.053	0.001	0.019
Si	2.777	10.926	8.274	0.01	0.024	0.011
Si	5.511	2.758	8.241	0.027	0.014	-0.004
Si	8.216	0.022	8.263	-0.003	-0.042	0.014
Si	5.508	8.208	8.217	0.012	0.045	-0.02
Si	8.235	5.473	8.238	-0.016	0.003	-0.008
Si	5.508	13.675	8.267	0.001	-0.023	0.023
Si	8.215	10.929	8.233	0.022	0.003	-0.008
Si	10.942	2.758	8.274	0.033	-0.015	0.011
Si	13.679	0.014	8.246	0.003	-0.023	-0.005
Si	10.963	8.174	8.243	-0.03	-0.013	-0.005
Si	13.693	5.471	8.273	0	-0.009	0.022
Si	10.959	13.675	8.247	0.025	0.034	0.001
Si	13.707	10.905	8.259	-0.009	0.027	0.011
Si	1.402	4.118	9.6	-0.015	0.015	0
Si	4.148	1.383	9.615	-0.007	-0.023	0.001
Si	1.398	9.565	9.629	0.01	-0.008	-0.002
Si	4.136	6.847	9.598	-0.003	-0.008	-0.01
Si	1.418	15.047	9.618	0.01	-0.001	0.008
Si	4.135	12.309	9.627	-0.026	0.022	-0.002
Si	6.878	4.107	9.617	-0.009	-0.012	-0.003
Si	9.591	1.374	9.633	-0.005	0.006	-0.008
Si	6.856	9.565	9.61	-0.026	-0.003	-0.007
Si	9.598	6.825	9.622	0.025	0.021	-0.009
Si	6.866	15.049	9.628	-0.005	0.004	-0.002
Si	9.587	12.301	9.603	-0.004	0.005	-0.012
Si	12.33	4.104	9.633	0.02	-0.009	0.005
Si	15.063	1.38	9.603	-0.003	-0.009	-0.006
Si	12.326	9.546	9.617	0.011	-0.005	-0.001
Si	15.073	6.838	9.62	-0.016	0.015	-0.004
Si	12.327	15.046	9.619	0.003	-0.006	0.006
Si	15.067	12.29	9.625	0.025	-0.018	0.004
Si	16.442	0.016	10.966	-0.014	-0.001	0.001
Si	2.764	2.745	10.973	-0.012	-0.01	0.005
Si	16.439	5.469	10.979	0.013	-0.004	0.001
Si	2.761	8.194	10.985	-0.005	0.039	0.001
Si	16.433	10.933	10.994	-0.038	0.015	0
Si	2.775	13.682	10.991	0	-0.026	0.006
Si	5.499	16.412	10.992	0.026	-0.026	-0.001
Si	8.23	2.734	10.998	0.016	-0.013	0.004
Si	5.497	5.47	10.969	0.011	-0.001	-0.01
Si	8.223	8.195	10.979	-0.005	0.027	-0.007
Si	5.49	10.929	10.986	0.015	0.012	-0.006
Si	8.236	13.677	10.983	-0.007	0.009	0.001
Si	10.972	16.42	10.994	-0.006	-0.022	0.008
Si	13.703	2.737	10.987	-0.027	0.007	0.014
Si	10.966	5.464	10.996	-0.011	-0.001	-0.003
Si	13.702	8.194	10.989	0.016	-0.01	-0.004
Si	10.955	10.932	10.971	0.008	0.014	-0.002
Si	13.703	13.678	10.981	0.016	0.008	0.002
Si	1.392	1.382	12.347	0	-0.032	0.011
Si	4.131	4.107	12.343	0.03	0.033	-0.01
Si	1.387	6.833	12.354	-0.029	-0.044	-0.007
Si	4.115	9.565	12.354	0.002	-0.006	0.001
Si	1.39	12.323	12.34	0.038	0.011	-0.009
Si	4.135	15.048	12.365	-0.03	0.025	0.01
Si	6.866	1.36	12.361	-0.019	0.002	-0.005
Si	9.611	4.087	12.36	-0.002	-0.007	-0.009
Si	6.867	6.815	12.348	-0.031	0.022	-0.014
Si	9.58	9.572	12.342	-0.003	-0.054	-0.006
Si	6.856	12.308	12.336	0.012	-0.009	-0.02
Si	9.605	15.047	12.352	-0.003	-0.015	-0.003
Si	12.343	1.38	12.368	0.057	0.004	0.008
Si	15.079	4.097	12.347	0	0.014	-0.005
Si	12.348	6.817	12.356	-0.015	0.04	0.014
Si	15.057	9.569	12.354	0.027	0.029	0.002
Si	12.325	12.307	12.337	-0.029	-0.012	-0.005
Si	15.079	15.06	12.338	-0.015	-0.017	0.007
Si	16.441	2.75	13.733	-0.041	0.042	-0.013
Si	2.757	16.422	13.718	0.002	-0.023	-0.043
Si	16.411	8.193	13.718	-0.002	0.027	0.013
Si	2.754	5.462	13.714	0.012	0.012	0.01
Si	16.451	13.706	13.71	-0.016	-0.053	0.008
Si	2.735	10.946	13.705	-0.069	0.076	-0.012
Si	5.492	2.73	13.709	0.028	0.008	-0.014
Si	8.244	16.409	13.729	0.005	-0.02	0.025
Si	5.479	8.173	13.698	0.079	-0.004	-0.002
Si	8.233	5.435	13.715	0.024	-0.015	0.003
Si	5.501	13.665	13.72	0.058	-0.07	0.014
Si	8.206	10.945	13.708	-0.039	0.097	0.011
Si	10.984	2.745	13.75	-0.088	0.046	0.005
Si	13.737	0.028	13.722	-0.018	-0.027	-0.028
Si	10.96	8.191	13.682	-0.001	0.046	-0.039
Si	13.717	5.443	13.729	0.046	-0.073	0
Si	10.972	13.681	13.713	0.017	-0.037	0
Si	13.69	10.947	13.71	0.011	0.01	0.015
Si	1.397	4.114	15.105	-0.013	0.025	0.06
Si	4.104	1.395	15.075	0.01	-0.031	0.041
Si	1.358	9.581	15.066	0.009	0.023	0.018
Si	4.12	6.814	15.085	-0.013	-0.035	0.043
Si	1.401	15.07	15.107	0.019	0.035	0.058
Si	4.101	12.307	15.072	-0.008	-0.007	0.033
Si	6.876	4.055	15.09	-0.044	-0.014	0.001
Si	9.6	1.383	15.107	0.058	-0.024	0.017
Si	6.823	9.56	15.044	-0.04	-0.083	-0.015
Si	9.637	6.789	15.043	-0.032	0.037	0.014
Si	6.886	15.02	15.087	-0.003	0.023	0.039
Si	9.573	12.326	15.071	0.021	-0.049	-0.033
Si	12.377	4.084	15.135	0.056	0.05	0.06
Si	15.099	1.388	15.125	-0.023	-0.016	0.083
Si	12.296	9.571	15.05	-0.073	-0.06	0.011
Si	15.054	6.824	15.103	0.026	0.013	0.062
Si	12.362	15.059	15.052	0.014	0.002	0.018
Si	15.072	12.336	15.05	0.023	0.048	-0.03
Si	0.112	0.087	16.515	-0.042	-0.093	0.024
Si	2.739	2.735	16.49	0.115	0.045	0.072
Si	0.076	5.52	16.488	-0.082	-0.083	0.086
Si	2.757	8.239	16.415	-0.091	-0.054	-0.009
Si	16.36	10.924	16.428	0.075	0.04	0.066
Si	2.768	13.694	16.467	-0.042	-0.093	0.082
Si	5.478	16.404	16.381	-0.048	0.103	0.022
Si	8.227	2.709	16.517	-0.03	-0.008	0.088
Si	5.458	5.377	16.427	0.032	0.091	0.078
Si	8.236	8.169	16.317	0.083	0.027	0.083
Si	5.385	10.854	16.423	0.133	0.091	-0.048
Si	8.254	13.677	16.5	-0.033	0.036	0.116
Si	11.016	16.427	16.425	-0.009	-0.067	0.027
Si	13.72	2.698	16.551	0.071	0.072	0.075
Si	11.024	5.489	16.479	-0.074	-0.112	-0.047
Si	13.584	8.147	16.423	0.082	0.143	-0.051
Si	10.936	10.952	16.408	-0.011	-0.006	0.069
Si	13.777	13.757	16.413	-0.092	-0.045	0.036
Si	1.468	1.419	17.993	-0.108	0.034	0.008
Si	4.088	4.061	17.894	-0.081	0.032	-0.091
Si	1.432	6.96	17.85	0.083	0.03	0.009
Si	4.044	9.522	17.905	0.008	0.058	0.119
Si	1.385	12.257	17.775	0.055	-0.028	-0.147
Si	4.133	15.131	17.822	0.062	0.036	-0.007
Si	6.785	1.291	17.835	-0.002	-0.059	-0.072
Si	9.717	4.063	17.811	0.13	0.053	-0.114
Si	6.888	6.782	17.642	0.017	-0.042	-0.263
Si	9.565	9.506	17.737	-0.11	-0.091	-0.04
Si	6.77	12.219	17.699	-0.084	-0.068	-0.233
Si	9.677	15.134	17.85	-0.061	0.098	-0.101
Si	12.363	1.253	17.939	-0.009	-0.074	0.099
Si	15.132	4.13	17.85	0.09	-0.053	-0.054
Si	12.288	6.869	17.954	-0.034	-0.011	0.202
Si	14.888	9.556	17.731	-0.13	-0.033	-0.155
Si	12.338	12.396	17.674	0.02	0.157	-0.275
Si	15.147	15.125	17.837	0	-0.045	-0.227
Si	0.148	2.903	19.338	-0.112	0.157	0.294
Si	2.848	0.041	19.391	0.045	-0.072	0.121
Si	16.26	8.276	19.098	0.023	-0.11	0.151
Si	2.878	5.623	19.241	0.112	-0.059	0.307
Si	0.077	13.679	19.092	0.063	0.091	0.277
Si	2.592	10.891	19.305	-0.09	0.143	0.294
Si	5.418	2.614	19.266	-0.247	-0.173	0.231
Si	8.175	16.389	19.231	-0.003	-0.066	0.234
Si	5.554	8.059	19.052	0.117	-0.011	0.291
Si	8.297	5.492	18.988	0.091	0.188	0.242
Si	5.462	13.621	19.027	0.029	-0.076	0.133
Si	8.095	10.817	19.016	-0.077	-0.243	0.368
Si	10.951	2.629	19.279	-0.12	0.021	0.109
Si	13.885	16.386	19.381	0.025	0.247	0.231
Si	10.844	8.279	19.344	-0.051	0.108	0.233
Si	13.727	5.426	19.228	0.07	0.053	0.306
Si	11.139	13.784	19.127	0.437	0.055	0.241
Si	13.525	10.976	19.058	-0.162	-0.134	0.214
Si	1.304	4.629	20.657	-0.085	0.07	-0.307
Si	4.23	1.263	21.011	0.024	0.017	-0.13
Si	0.656	9.955	20.545	-0.055	0.051	-0.007
Si	4.817	6.404	20.578	-0.312	0.062	-0.08
Si	1.602	14.809	20.546	0.024	-0.148	0.054
Si	3.803	12.615	20.399	-0.078	0.019	0.046
Si	6.958	4.057	20.185	0.114	0.051	0.271
Si	9.081	1.766	20.595	-0.022	0.045	0.143
Si	6.922	9.227	20.506	0.138	0.161	-0.404
Si	9.161	7.061	20.582	0.019	-0.036	0.053
Si	7.298	14.391	20.314	0.289	0.024	0.269
Si	9.599	12.29	19.969	-0.13	0.006	0.656
Si	12.612	3.767	20.515	0.096	-0.022	0.051
Si	15.026	1.743	20.724	-0.088	-0.002	-0.102
Si	11.75	10.207	20.528	-0.058	0.001	0.308
Si	15.272	6.668	20.567	-0.036	0.019	-0.022
Si	12.937	14.627	20.709	-0.24	-0.234	0.041
Si	15.009	12.292	20.254	0.079	-0.006	0.375
Si	16.337	16.318	22.848	0.108	0.028	0.037
Si	6.458	4.961	29.036	0.035	0.037	-0.279
Si	1.898	10.34	29.567	0.163	-0.012	-0.355
Si	3.88	7.094	23.58	-0.009	0.129	0.318
Si	1.209	8.342	23.258	0.035	0.066	0.265
Si	0.185	7.117	25.64	-0.066	-0.104	0.248
Si	9.074	0.237	23.319	-0.058	-0.17	0.386
Si	7.656	4.098	26.315	0.064	0.002	0.017
Si	7.677	11.847	24.292	0.141	0.041	0.495
Si	5.62	13.987	25.311	0.033	0.004	0.324
Si	6.141	15.682	22.792	0.025	-0.12	0.173
Si	12.692	4.942	24.661	0.097	-0.095	0.452
Si	11.094	5.752	22.503	-0.008	-0.156	0.204
Si	13.467	7.341	23.033	0.078	-0.162	0.334
Si	12.273	9.957	23.627	-0.18	0.187	0.465
Si	9.724	14.013	24.539	-0.067	-0.046	0.35
Si	12.616	12.847	25.063	-0.181	-0.086	0.18
Si	7.731	6.757	25.205	-0.041	0.122	0.288
Si	3.433	9.808	24.62	-0.022	-0.114	0.447
Si	3.303	5.223	28.347	0.03	0.055	-0.112
Si	3.055	14.207	26.829	0.223	0.039	0.047
Si	7.819	15.242	26.824	-0.026	-0.05	0.255
Si	7.276	13.311	29.069	0.04	0.016	-0.247
Si	9.146	1.345	26.187	-0.185	-0.008	0.316
Si	6.617	7.775	27.916	0.058	-0.054	-0.021
Si	7.895	10.32	29.149	0.014	0.083	-0.304
Si	5.397	10.965	22.551	0.072	0.027	0.23
Si	13.429	15.509	23.511	-0.182	0.059	0.482
Si	15.835	2.776	26.584	0.072	0.143	0.089
Si	14.294	5.544	27.011	-0.068	0.025	-0.034
Si	3.31	3.517	22.935	-0.071	0.09	0.215
Si	9.475	9.397	25.118	-0.045	0.073	0.264
Si	0.5	12.767	26.389	0.027	-0.12	-0.07
Si	1.889	4.495	30.866	-0.03	-0.191	-0.429
Si	2.345	12.948	30.951	0.117	0.025	-0.636
Si	3.904	7.946	29.273	-0.081	-0.02	-0.425
Si	13.506	15.439	29.278	0.021	0.125	-0.067
Si	1.365	9.957	26.591	0.029	0.036	-0.05
Si	10.417	1.838	30.277	0.058	-0.134	-0.4
Si	5.647	4.95	24.192	0.339	0.043	0.474
Si	4.532	14.495	29.512	0.091	-0.04	-0.248
Si	10.552	9.661	28.156	-0.012	-0.055	-0.193
Si	13.459	1.919	25.139	-0.076	0.036	0.249
Si	0.818	15.532	25.654	0.054	-0.142	0.331
Si	12.383	9.879	32.067	-0.198	0.173	-0.137
Si	15.855	6.09	32.105	-0.029	-0.178	-0.493
Si	11.839	1.217	27.723	0.016	-0.021	0.061
Si	13.146	10.401	29.337	-0.025	0.006	-0.343
Si	1.935	4.328	25.737	-0.096	0.155	0.308
Si	5.071	0.784	30.958	-0.105	0.026	-0.234
Si	3.966	6.462	32.01	-0.056	-0.106	-0.299
Si	7.566	2.798	30.898	-0.045	-0.06	-0.349
Si	1.399	15.212	32.35	-0.063	-0.051	-0.274
Si	2.002	1.401	30.672	0.039	0.075	-0.458
Si	11.12	15.479	31.323	0.027	-0.081	-0.348
Si	14.207	12.709	27.846	-0.037	0.019	-0.067
Si	7.706	10.464	32.149	-0.109	0.015	-0.115
Si	11.934	7.998	29.94	-0.007	-0.072	-0.391
Si	8.864	13.316	31.75	0.023	0.258	-0.41
Si	12.206	3.65	32.053	0.113	-0.118	-0.126
Si	13.487	5.528	30.124	-0.135	-0.007	-0.495
Si	16.219	0.487	28.463	-0.1	-0.014	0.01
Si	1.28	10.593	32.374	-0.024	-0.172	-0.325
O	0.136	15.437	33.349	-0.276	-0.24	0.228
O	15.196	1.282	33.804	-0.057	0.008	0.377
O	1.143	0.807	29.383	-0.027	-0.03	0.281
O	1.501	2.91	31.127	-0.237	0.162	0.248
O	2.189	4.466	29.255	-0.201	0.076	0.116
O	1.649	3.816	33.985	0.032	0.008	0.279
O	2.981	7.413	32.878	-0.028	-0.015	0.089
O	5.26	6.132	32.922	-0.102	-0.176	0.269
O	16.23	11.091	32.862	0.088	-0.242	-0.119
O	2.269	11.91	32.226	-0.192	-0.088	0.318
O	2.645	14.57	33.188	0.319	0.035	-0.046
O	3.64	1.474	30.478	-0.035	0.15	0.106
O	3.805	1.929	33.882	-0.173	-0.357	0.184
O	10.302	14.03	31.305	-0.155	0.073	0.03
O	12.655	15.379	30.692	0.076	0.034	0.237
O	10.322	0.207	30.439	0.009	-0.008	0.043
O	8.9	2.396	30.013	-0.026	0.254	-0.013
O	6.741	4.292	33.887	0.163	0.036	0.009
O	8.292	9.153	32.946	0.175	-0.021	-0.118
O	9.738	6.919	33.573	0.279	-0.099	0.413
O	6.332	10.944	32.913	0.069	0.05	0.163
O	4.414	12.569	33.811	-0.32	0.066	0.297
O	8.277	14.052	33.091	0.063	0.041	0.487
O	5.201	0.319	32.528	0.138	-0.254	0.377
O	11.119	16.113	32.83	0.18	0.067	0.57
O	12.784	14.659	34.037	-0.36	0.093	0.465
O	13.246	2.992	33.125	0.122	0.15	-0.13
O	13.059	4.075	30.707	0.12	-0.26	0.133
O	14.599	6.18	31.098	0.193	0.251	0.39
O	11.461	4.935	32.756	0.168	-0.037	0.053
O	15.788	4.91	33.216	-0.118	0.029	0.021
O	13.585	9.08	32.815	0.387	0.028	0.104
O	9.995	12.497	34.235	-0.162	0.061	0.077
O	11.565	10.732	33.161	-0.042	-0.188	0.419
O	14.783	12.715	34.079	0.428	-0.331	0.346
O	3.106	4.65	26.84	-0.195	-0.041	-0.168
O	2.293	4.353	21.958	0.052	0.213	-0.059
O	3.368	2.039	22.224	0.125	-0.141	-0.411
O	2.623	3.672	24.41	0.254	-0.048	-0.181
O	0.838	8.859	21.781	0.003	-0.176	-0.18
O	2.278	7.109	23.282	0.051	-0.076	-0.037
O	6.006	5.27	20.9	-0.078	-0.355	-0.026
O	4.55	6.996	22.103	-0.051	0.128	-0.134
O	0.962	15.459	21.923	-0.139	0.16	0.06
O	2.703	13.675	21.094	0.331	0.206	-0.574
O	4.676	12.11	21.683	0.208	-0.213	0.184
O	8.019	3.021	21.065	0.014	-0.189	-0.311
O	7.075	4.083	27.821	0.055	-0.17	0.056
O	9.576	1.016	21.99	0.022	0.158	-0.236
O	7.441	0.075	23.378	-0.127	0.118	0.146
O	5.73	9.666	21.605	-0.203	0.099	-0.019
O	6.902	11.393	22.963	0.115	0.076	-0.112
O	9.629	6.167	21.929	0.171	0.213	0.096
O	8.057	8.185	21.182	-0.104	-0.008	-0.366
O	6.684	14.52	21.823	-0.25	0.048	0.06
O	5.22	0.279	21.904	-0.309	0.19	-0.304
O	10.521	11.288	20.967	0.16	-0.091	-0.496
O	8.547	13.346	20.73	-0.436	0.366	-0.237
O	11.187	5.302	24.096	-0.146	0.402	-0.368
O	11.725	4.469	21.711	-0.276	0.098	-0.116
O	13.773	2.76	21.231	-0.18	-0.046	-0.327
O	15.926	1.315	22.085	-0.073	0.055	-0.076
O	13.268	8.675	24.008	-0.106	-0.307	-0.15
O	12.433	9.987	22.012	0.228	-0.01	-0.378
O	16.47	5.648	21.172	0.259	0.206	-0.22
O	14.588	7.48	21.854	0.248	-0.231	-0.018
O	12.487	15.323	22.174	-0.238	-0.158	-0.201
O	11.059	13.325	25.153	-0.088	0.104	-0.088
O	16.021	11.186	21.094	0.26	-0.053	-0.52
O	13.977	13.337	21.12	0.037	0.367	-0.555
O	0.568	0.08	24.357	0.109	0.263	-0.322
O	0.295	13.991	25.294	-0.106	-0.001	-0.104
O	0.143	16.064	27.072	0.053	-0.019	-0.095
O	4.824	4.933	28.878	-0.066	-0.201	0.287
O	4.255	8.408	24.468	0.209	-0.09	-0.319
O	4.918	3.965	23.075	0.103	-0.123	-0.373
O	4.42	7.297	30.68	0.151	-0.041	0.465
O	4.348	5.888	24.582	-0.039	0.03	0.061
O	1.976	9.66	23.88	-0.261	0.129	-0.12
O	4.431	10.857	23.886	0.254	0.292	-0.144
O	8.089	14.434	28.207	0.102	-0.009	0.07
O	7.011	4.281	30.418	0.115	0.204	0.357
O	8.747	2.908	26.281	0.038	0.084	-0.03
O	9.873	15.207	23.435	0.187	0.089	-0.396
O	8.464	5.474	25.925	0.053	0.113	-0.287
O	6.344	3.955	25.308	-0.423	0.118	-0.397
O	8.295	10.531	25.037	-0.257	0.204	-0.082
O	8.807	7.922	24.811	-0.009	-0.232	-0.456
O	3.533	14.805	28.262	-0.297	0.224	0.198
O	4.218	13.49	25.95	-0.012	-0.146	-0.027
O	5.341	14.875	23.966	0.017	0.165	-0.247
O	13.355	14.16	24.439	-0.024	0.164	-0.247
O	12.852	5.401	26.236	-0.209	0.158	-0.097
O	12.02	7.083	22.289	0.066	0.234	-0.213
O	12.999	3.338	24.435	-0.221	0.224	-0.183
O	16.345	7.74	24.123	-0.097	-0.016	-0.408
O	13.758	5.931	23.862	0.047	0.111	-0.489
O	10.719	9.656	24.092	0.079	0.13	-0.222
O	10.08	9.505	26.624	0.144	0.13	-0.03
O	14.952	15.502	22.978	0.083	-0.34	-0.063
O	8.898	12.805	23.853	-0.113	0.018	-0.507
O	2.427	15.444	25.959	-0.179	-0.041	0.044
O	15.084	1.963	25.372	0.057	0.019	-0.162
O	10.459	0.835	26.982	-0.163	-0.234	-0.017
O	6.711	7.375	26.339	-0.161	0.052	-0.269
O	2.968	10.147	26.165	0.169	-0.206	-0.243
O	2.971	6.833	28.497	0.046	0.117	-0.025
O	5.118	8.261	28.251	-0.062	-0.056	0.022
O	0.94	8.391	26.351	0.093	0.102	-0.253
O	1.943	13.048	27.087	0.115	-0.231	0.19
O	1.098	10.132	28.185	0.068	-0.142	0.261
O	6.606	12.684	25.205	-0.237	-0.14	-0.036
O	3.755	13.737	30.726	-0.027	-0.21	0.246
O	5.68	13.514	28.945	-0.21	0.003	0.095
O	11.415	2.154	28.996	-0.073	0.243	0.049
O	12.772	1.971	26.629	0.055	0.224	-0.032
O	7.001	6.507	28.888	0.246	0.129	0.219
O	6.841	6.115	23.954	-0.119	-0.209	-0.325
O	8.077	2.713	32.45	0.045	-0.156	0.678
O	9.515	10.386	29.166	-0.161	-0.013	-0.011
O	11.884	10.594	28.297	0.06	0.154	0.029
O	6.28	15.001	26.393	-0.157	-0.039	0.063
O	8.904	14.654	25.781	-0.039	-0.166	-0.014
O	13.093	0.528	24.319	-0.192	-0.116	-0.062
O	9.457	1.116	24.619	0.317	0.243	-0.402
O	15.199	6.801	26.451	0.116	-0.01	-0.056
O	0.988	3.101	26.269	0.086	-0.095	-0.232
O	1.072	5.73	25.563	0.066	0.124	-0.193
O	15.71	7.472	33.024	-0.151	0.318	0.156
O	12.906	10.9	30.884	0.228	-0.09	0.104
O	3.22	9.39	29.527	0.062	0.024	0.036
O	7.462	11.774	28.548	-0.221	-0.186	0.057
O	10.843	8.153	28.732	0.322	-0.004	0.022
O	13.257	12.577	26.532	-0.092	0.126	-0.16
O	15.743	13.02	27.478	0.004	0.118	0.073
O	15.672	1.952	27.979	-0.219	0.057	-0.047
O	14.048	5.597	28.606	-0.175	-0.034	0.412
O	1.753	0.306	31.846	-0.079	-0.119	0.228
O	1.178	14.116	31.127	-0.016	0.196	0.152
O	0.75	5.647	31.19	-0.12	0.344	0.259
O	15.116	4.202	26.721	0.199	0.025	0.156
O	2.194	11.946	29.662	-0.037	0.035	0.177
O	1.074	9.893	30.906	-0.159	-0.125	0.307
O	0.501	11.195	25.879	0.129	0.092	0.13
O	1.853	9.629	33.546	-0.152	-0.223	0.038
O	7.953	0.456	26.866	-0.022	0.114	-0.301
O	6.322	1.772	30.612	0.167	-0.177	0.04
O	7.55	9.077	28.157	-0.032	0.181	-0.145
O	11.091	2.558	31.578	0.053	0.06	0.23
O	5.23	15.856	30.037	0.058	-0.043	-0.127
O	8.813	11.678	31.997	0.294	-0.43	-0.197
O	7.276	10.032	30.626	-0.002	0.025	0.108
O	12.132	6.426	30.179	0.169	0.092	0.23
O	12.731	11.412	24.259	0.062	-0.325	-0.047
O	15.021	16.129	29.322	0.151	-0.196	0.121
O	13.64	13.895	28.793	-0.072	-0.181	0.218
O	11.439	8.757	31.309	0.115	-0.009	0.082
O	13.34	8.758	29.448	0.026	-0.056	0.062
O	3.237	5.045	31.619	0.283	0.032	0.343
O	7.767	13.563	30.582	0.108	-0.108	0.36
O	12.61	16.272	28.193	-0.073	-0.071	0.086
O	14.309	11.295	28.667	-0.038	0.016	-0.079

Results
total energy: -108570.911 eV
total energy less fixed offsets of O -438.35, Si -107.03 eV per atom: 9.319 eV
